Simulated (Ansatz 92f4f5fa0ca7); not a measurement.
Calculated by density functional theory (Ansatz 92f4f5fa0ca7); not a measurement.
Periodic cell of 254 atoms, Si144O106N4, from a study of silicon, its oxide and their interface. The atomic structure is a simulated model.
Doubt: the cutoff is far below the 930 eV that the study's wrapper takes by default for these files, so forces and energies are approximate.

Settings: functional PBE; potential files Ansatz PAW; basis plane waves; wave-function cutoff 580 eV; density cutoff ratio 5; exchange-correlation grid ratio 1; k mesh 1 x 1 x 1, Gamma-centred; self-consistency stop 5e-08 eV per atom in the density residual; occupations fixed; spin none; net charge 0.

Cell vectors (angstrom)
a, 10.938, 0, 0
b, 0, 10.938, 0
c, 5.3342, 4.8172, 36.7893

Atoms and the computed forces on them: element, x, y, z (angstrom), force x, y, z (eV/angstrom)
Si, 7.2893, 3.0337, 29.1637, 0.1361, -0.2034, -0.1085
Si, 9.7424, 6.0183, 29.333, 0.1534, -0.0421, -0.2564
Si, 6.5185, 9.1015, 29.4474, 0.0121, -0.0187, -0.3288
Si, 9.423, 0.7273, 29.5304, 0.0119, -0.0574, -0.2941
Si, 0.973, 3.7181, 29.2062, 0.0086, -0.053, -0.2305
Si, 3.8358, 6.1762, 29.147, 0.1131, -0.0873, 0.1088
Si, 11.7712, 9.5497, 29.3041, -0.3033, 0.075, -0.1063
Si, 4.3527, 0.4331, 29.1951, 0.0365, 0.0173, -0.3736
Si, 8.1392, 4.7853, 30.5969, -0.0228, 0.0518, -0.1616
Si, 10.8929, 7.6583, 30.5967, -0.0694, -0.0307, -0.2237
Si, 8.0646, -0.675, 30.7924, -0.1372, -0.0873, -0.1548
Si, 10.841, 2.1476, 30.6868, 0.1084, 0.1478, -0.2679
Si, 2.6339, 4.7496, 30.5719, -0.1122, 0.0766, -0.0743
Si, 5.2013, 7.5553, 30.6122, -0.0196, -0.1223, -0.1866
Si, 13.5364, 10.433, 30.6047, 0.0812, 0.0874, -0.0751
Si, 5.4685, 2.0772, 30.4909, 0.0982, 0.0438, -0.1165
Si, 6.6635, 6.1732, 31.939, 0.0713, -0.0494, -0.0227
Si, 9.4612, 8.8765, 32.0377, 0.0627, -0.0561, 0.0386
Si, 6.6845, 0.7413, 32.0289, -0.0296, -0.0774, 0.1064
Si, 9.4486, 3.4622, 32.0353, -0.0503, 0.106, 0.1264
Si, 12.2314, 6.189, 31.9588, -0.0997, 0.0358, 0.0325
Si, 14.8348, 8.9453, 31.9889, -0.0324, 0.1133, 0.0633
Si, 12.194, 11.7186, 32.0239, -0.0007, -0.0602, 0.1173
Si, 4.0228, 3.407, 31.9348, 0.041, -0.1014, -0.0155
Si, 5.3342, 4.8172, 33.3711, -0.0064, -0.1327, -0.3348
Si, 8.0687, 7.5517, 33.3711, -0.2065, -0.3487, -0.1505
Si, 5.3342, 10.2862, 33.3711, -0.3004, 0.0426, -0.075
Si, 8.0687, 2.0827, 33.3711, -0.0066, 0.0942, 0.1854
Si, 10.8032, 4.8172, 33.3711, 0.2457, 0.3388, -0.0729
Si, 13.5377, 7.5517, 33.3711, -0.0329, -0.0143, 0.0947
Si, 10.8032, 10.2862, 33.3711, 0.1864, 0.0888, -0.0627
Si, 13.5377, 2.0827, 33.3711, 0.4396, 0.289, 0.123
Si, 1.3673, -1.3673, 3.418, -0.128, 0.2372, 0.257
Si, 4.1018, 1.3673, 3.418, -0.2342, -0.4809, -0.1468
Si, 1.3673, 4.1018, 3.418, 0.0036, -0.3043, 0.0094
Si, 4.1018, -4.1018, 3.418, 0.1957, 0.4404, -0.0383
Si, 6.8362, -1.3673, 3.418, -0.014, 0.0032, 0.448
Si, -1.3673, 1.3673, 3.418, -0.1204, -0.3357, 0.313
Si, 6.8362, 4.1018, 3.418, 0.0622, -0.0899, -0.5883
Si, -1.3673, 6.8362, 3.418, 0.0504, 0.3172, -0.3768
Si, 2.7127, 0.0009, 4.8573, -0.0437, 0.1073, 0.1183
Si, 5.5357, 2.6505, 4.6963, 0.019, -0.0115, -0.0991
Si, 2.7593, 5.4689, 4.7256, 0.0054, -0.0088, -0.0345
Si, 5.4262, -2.681, 4.859, -0.0069, -0.0155, -0.0522
Si, -2.7372, -0.0385, 4.8763, 0.1108, -0.0376, -0.1047
Si, 0.0267, 2.6697, 4.8026, 0.0458, 0.1012, -0.0816
Si, 8.1803, 5.4927, 4.7089, 0.1144, 0.1245, -0.0638
Si, -0.0459, -2.7057, 4.7941, -0.2012, -0.2389, -0.0509
Si, 1.3426, 1.3804, 6.3284, 0.1451, -0.0258, 0.6905
Si, 4.1814, 4.0474, 5.9093, 0.0013, 0.1508, 0.4545
Si, 1.3402, -4.1545, 6.0328, -0.0157, -0.0239, 0.2081
Si, 4.0226, -1.3714, 6.3431, -0.089, 0.1575, 0.176
Si, -4.1728, 1.3112, 6.1884, -0.1376, 0.0185, 0.1609
Si, -1.4077, 4.0841, 5.9776, 0.0443, -0.0925, 0.1794
Si, 6.8052, -4.1444, 6.1013, -0.0432, -0.1028, 0.3843
Si, -1.4383, -1.4587, 6.3224, 0.019, -0.0512, 0.5686
Si, 0.2133, -0.4124, 7.7497, 0.17, 0.0364, -0.2276
Si, 2.9909, 2.8904, 7.5097, -0.0247, -0.26, -0.2044
Si, -0.2238, -5.3603, 7.3344, -0.0403, 0.1986, 0.0193
Si, 2.4066, -2.7352, 7.5569, -0.1359, -0.0158, 0.0007
Si, 5.0154, 0.4536, 7.6145, -0.0093, 0.0393, 0.0673
Si, -2.9291, 2.9455, 7.3082, -0.1583, 0.1796, 0.353
Si, 5.766, 5.0784, 7.3154, 0.0499, -0.0512, 0.0811
Si, -2.6394, -3.3066, 7.7238, -0.0535, -0.0168, -0.3786
Si, 6.7014, 3.45, 34.7383, 0.0647, 0.0015, 0.0027
Si, 9.4359, 6.1845, 34.7383, -0.031, -0.0344, -0.011
Si, 6.7014, 8.919, 34.7383, -0.0543, -0.0345, -0.0622
Si, 9.4359, 11.6535, 34.7383, -0.0001, 0.0224, -0.0318
Si, 12.1704, 3.45, 34.7383, 0.1507, 0.1677, -0.0107
Si, 3.9669, 6.1845, 34.7383, -0.0119, 0.0583, -0.0423
Si, 12.1704, 8.919, 34.7383, 0.006, -0.015, -0.0004
Si, 14.9049, 11.6535, 34.7383, -0.0022, -0.0445, 0.0187
Si, 8.0687, 4.8172, 36.1056, 0.0064, -0.014, -0.0046
Si, 10.8032, 7.5517, 36.1056, -0.0225, 0.0738, -0.0153
Si, 8.0687, 10.2862, 36.1056, 0.0296, 0.0025, -0.0274
Si, 10.8032, 2.0827, 36.1056, -0.0386, -0.0711, -0.0358
Si, 2.5997, 4.8172, 36.1056, -0.0219, -0.0064, -0.0065
Si, 5.3342, 7.5517, 36.1056, 0.0262, -0.0125, -0.0212
Si, 13.5377, 10.2862, 36.1056, 0.0074, 0.0093, -0.0088
Si, 5.3342, 2.0827, 36.1056, -0.0385, -0.025, -0.0205
Si, 1.3673, 1.3673, 0.6835, 0.0106, 0.0363, 0.0247
Si, 4.1018, 4.1018, 0.6835, -0.0209, -0.0075, 0.0325
Si, 1.3673, 6.8362, 0.6835, -0.0056, -0.0022, 0.0289
Si, 4.1018, -1.3673, 0.6835, 0.0243, 0.0067, 0.0007
Si, 6.8362, 1.3673, 0.6835, 0.0236, -0.0076, 0.0264
Si, -1.3673, 4.1018, 0.6835, 0.0222, -0.0324, 0.0027
Si, 6.8362, -4.1018, 0.6835, 0.0113, 0.0006, 0.0085
Si, -1.3673, -1.3673, 0.6835, -0.0119, 0.033, 0.016
Si, 0, 0, 2.0507, -0.0367, -0.0623, 0.0148
Si, 2.7345, 2.7345, 2.0507, -0.04, -0.0066, 0.0165
Si, 0, 5.469, 2.0507, -0.0672, -0.0106, 0.0272
Si, 2.7345, -2.7345, 2.0507, 0.0626, -0.028, 0.0281
Si, 5.469, 0, 2.0507, -0.1157, -0.0357, 0.0067
Si, 8.2035, 2.7345, 2.0507, 0.0098, 0.0888, -0.0124
Si, 5.469, 5.469, 2.0507, 0.0295, 0.0255, -0.0032
Si, 8.2035, -2.7345, 2.0507, 0.0167, -0.102, -0.0042
Si, 21.4595, 7.2002, 20.939, -0.0261, 0.0331, 0.2441
Si, 3.2532, 22.4934, 20.6372, 0.0292, 0.0617, 0.3072
Si, 9.201, 14.0955, 19.0648, 0.0113, -0.0103, 0.1858
Si, 2.7316, 2.3373, 15.731, 0.0698, 0.0693, -0.2224
Si, 14.8684, 1.0101, 26.0503, 0.0353, -0.0447, -0.2146
Si, 3.7569, -4.4207, 17.1416, -0.0128, -0.0747, -0.1952
Si, 6.427, 19.097, 17.7564, -0.0695, 0.0399, -0.1238
Si, 2.0192, -5.389, 11.8373, -0.0203, 0.1275, 0.1958
Si, -4.8051, 8.5873, 12.3356, -0.1831, -0.0652, -0.1862
Si, 0.8796, 11.316, 14.8763, -0.0864, -0.0659, -0.243
Si, 3.4818, -5.2893, 9.2326, 0.1814, 0.0845, -0.2611
Si, 7.8483, 6.0845, 21.823, 0.03, -0.0146, 0.2324
Si, -0.5392, -3.5095, 11.5631, 0.0524, 0.0006, 0.0454
Si, 6.06, -1.3195, 15.1768, 0.1259, 0.0165, -0.3168
Si, -2.4643, 1.2242, 11.861, -0.1049, 0.1546, 0.0777
Si, 3.8457, 19.9003, 24.9065, -0.1245, 0.0056, -0.0622
Si, 9.8337, -1.0451, 13.1914, -0.1195, -0.1235, -0.1574
Si, 6.0019, -0.9599, 20.3939, 0.0285, -0.0467, 0.3468
Si, 3.6761, 4.9768, 14.3457, -0.0298, 0.1021, -0.5967
Si, 8.0023, 7.4147, 27.1401, 0.0897, 0.2192, 0.1395
Si, 15.5912, 3.0567, 21.7764, 0.0755, -0.0336, 0.3159
Si, 11.2148, 14.1127, 23.6497, -0.0646, -0.1776, 0.3441
Si, 12.9364, 8.6689, 17.9857, -0.0863, 0.0061, 0.0729
Si, 12.0561, 3.9976, 9.5533, -0.1647, 0.0968, 0.2264
Si, -1.5401, -0.9901, 10.2173, 0.1109, -0.0308, 0.0714
Si, 7.7411, 6.649, 10.7849, -0.0348, 0.1373, 0.0784
Si, 19.1941, 3.2854, 23.1619, 0.0967, 0.0116, 0.2767
Si, 0.9866, 8.7296, 24.755, 0.0088, 0.0923, 0.0751
Si, 7.9911, 11.5673, 14.716, 0.044, -0.0251, -0.3382
Si, -4.3845, -0.2175, 10.2986, 0.0203, 0.0331, 0.0996
Si, 16.5136, 14.1682, 24.6916, 0.001, -0.1031, 0.0592
Si, 10.8084, 22.4436, 25.006, 0.0472, 0.0091, 0.0521
Si, -0.8882, 1.7869, 9.551, -0.1787, 0.2386, -0.033
Si, 17.3331, 8.4004, 23.0804, 0.0329, 0.075, 0.3094
Si, 2.5134, 13.5668, 18.7094, 0.061, -0.0083, 0.0593
Si, 3.3191, -0.522, 16.0297, -0.0623, -0.0154, -0.1598
Si, 6.0392, 4.9904, 27.0582, -0.1406, -0.071, 0.0205
Si, 0.607, 15.1552, 20.7191, -0.0702, -0.1054, 0.3386
Si, 1.4001, 9.3786, 20.7537, -0.0299, 0.0126, 0.211
Si, 9.643, 11.7694, 17.1603, -0.0953, 0.0034, -0.1929
Si, 7.4823, 5.5828, 18.7582, 0.0255, -0.0411, 0.194
Si, 9.0166, 9.1657, 24.6161, 0.1534, 0.1852, -0.0393
Si, 13.2078, 7.9177, 27.1406, -0.0522, 0.0383, -0.2605
Si, 10.3147, 9.418, 18.8694, 0.119, 0.0167, 0.1172
Si, 5.0093, 5.93, 11.8679, -0.037, 0.0528, -0.0356
Si, 12.2386, 13.5738, 26.2317, -0.2187, -0.0661, -0.0999
Si, 7.4186, 1.6196, 20.985, 0.0319, 0.0482, 0.3254
Si, 4.6656, 4.3937, 19.1504, -0.0198, -0.0654, 0.1747
O, 9.7263, -4.0762, 7.567, 0.0938, -0.12, 0.1284
O, 1.5577, 1.8544, 14.6925, 0.0215, -0.0282, 0.1202
O, 11.9074, 10.3124, 25.1973, -0.024, -0.0877, 0.0009
O, 2.9804, 9.8837, 17.521, 0.008, 0.0217, 0.0436
O, 8.561, 8.31, 25.9117, -0.0955, -0.1655, 0.1496
N, 2.629, -6.7722, 8.7414, 0.0417, -0.2901, -0.339
O, 13.5035, 6.7323, 28.2088, 0.2, -0.1164, 0.2443
O, 6.9067, 4.0311, 7.956, 0.0374, -0.0021, -0.5426
N, 3.5388, -5.2917, 10.9692, 0.0444, -0.0036, -0.0659
O, 14.9259, -0.3933, 25.232, 0.0064, 0.035, 0.0676
O, 7.0077, 6.229, 26.6435, -0.0127, -0.0208, -0.1067
O, 3.7156, 1.0641, 16.0568, -0.0151, -0.013, 0.0696
O, 13.3183, 10.4461, 21.493, -0.0037, 0.0008, -0.1372
O, 0.0869, 5.0878, 8.8899, 0.0815, -0.125, -0.1138
O, 12.4925, 3.2138, 27.7251, -0.0116, 0.1228, 0.3429
O, 0.1727, 10.8559, 13.5007, 0.1305, 0.1005, 0.1926
O, 10.4976, -0.3813, 28.7716, 0.19, 0.0193, 0.4948
O, 2.3761, 12.0606, 19.3391, -0.0493, 0.0568, -0.1295
O, 5.489, 10.2258, 28.8054, -0.2265, 0.0098, 0.4426
O, 5.0047, -5.2896, 8.6674, -0.1014, -0.0041, -0.0498
O, 4.9269, 5.4655, 28.1461, -0.1003, -0.0211, 0.0377
O, 2.3405, -3.633, 17.1865, 0.0127, 0.009, 0.0329
O, 9.2457, 6.7319, 27.9298, -0.021, -0.0158, 0.1405
O, 6.0029, 13.1924, 21.4158, 0.029, -0.0426, -0.1338
O, 1.3661, -1.5781, 8.1839, -0.155, 0.1898, -0.2643
O, 7.0894, 1.1961, 10.9626, -0.0426, -0.0139, -0.0285
N, -0.5991, 0.113, 9.2595, 0.2184, -0.3909, -0.3612
O, 7.9114, 13.2823, 19.621, 0.0257, 0.0504, -0.1518
O, 15.5838, 10.851, 20.158, 0.0019, 0.0007, -0.1197
O, 4.9276, 5.0867, 13.281, -0.0151, 0.0122, 0.1535
O, 11.8782, 14.7171, 22.2784, 0.0389, 0.1067, -0.2268
O, 4.1369, 13.8493, 18.7231, -0.0023, 0.0098, -0.0788
O, 7.2091, 8.4269, 28.1242, 0.0122, -0.0159, 0.1072
O, 15.625, 3.5053, 23.3426, -0.0342, 0.0165, -0.1274
O, 6.3655, 9.0318, 19.1268, 0.0211, -0.0218, -0.0869
O, -2.1859, 4.6045, 18.4296, -0.0263, 0.0293, -0.0737
O, 2.3445, 5.3646, 13.4374, -0.0059, -0.0336, 0.1092
O, -1.392, 2.1738, 11.0752, 0.0258, 0.0167, -0.115
O, -0.7477, -2.4273, 10.3167, -0.1305, 0.0648, -0.0281
O, 4.0299, 1.7145, 8.1058, -0.0699, -0.0701, -0.354
O, 19.3473, 12.861, 22.2571, -0.0823, -0.0569, -0.2097
O, 14.8479, 16.8846, 15.6222, 0.0135, 0.0549, 0.2478
O, -3.0899, 9.9358, 9.6163, 0.0338, -0.1498, -0.1418
O, 7.4793, 6.9034, 17.8011, 0.0288, 0.0109, -0.0199
O, 3.92, 0.9195, 27.6741, 0.0155, -0.0494, 0.3853
O, 10.1564, 14.3995, 20.3429, -0.0203, -0.0259, -0.143
O, 18.7437, 4.5191, 22.2094, -0.0241, 0.0811, -0.1323
O, 4.904, 7.5412, 12.1607, 0.1091, -0.0108, 0.0239
O, 3.4704, 1.9383, 21.5855, -0.0054, -0.0477, -0.0904
O, 6.8478, -1.8119, 16.5114, 0.0073, -0.074, 0.1691
O, 0.4168, 8.9449, 17.698, 0.0322, 0.0196, -0.0318
O, 8.3665, 1.7935, 28.7025, 0.0357, 0.0683, 0.501
O, 8.251, 1.6408, 13.4345, -0.037, -0.0417, 0.0909
O, 6.4979, -5.3102, 11.1848, -0.0504, -0.0202, -0.1057
O, -3.225, -3.8861, 9.1982, 0.0692, 0.1843, -0.3194
O, -0.0434, 11.3815, 16.2092, -0.0285, 0.0205, 0.1401
O, 10.1971, 8.318, 12.9454, -0.0291, 0.0446, 0.0461
O, 9.3466, 10.7565, 24.9323, -0.0104, -0.049, -0.0175
O, 5.3057, 4.488, 25.6923, 0.0829, 0.0884, 0.1221
O, 8.8871, 2.3378, 8.5536, 0.1098, -0.0641, 0.0547
O, 16.1413, 8.4377, 24.1914, 0.0852, -0.0344, -0.0789
O, 8.4134, 12.1782, 16.1563, 0.0549, 0.0251, 0.1692
O, 2.0119, -0.762, 15.0985, 0.087, 0.0171, 0.0839
O, 12.6816, 14.6457, 19.6715, 0.049, -0.0128, -0.114
O, 3.5733, 3.4794, 14.9539, -0.0215, -0.1359, 0.1889
O, 7.4806, -2.9358, 11.6552, 0.0033, 0.0035, 0.0126
O, -4.4894, 8.696, 13.9092, 0.0172, 0.056, 0.188
O, 9.8352, 8.0272, 19.6574, -0.0198, 0.0336, -0.1368
O, 3.696, 5.4436, 18.3667, -0.0226, 0.0345, 0.027
O, 6.8609, 3.7394, 27.7272, 0.0042, -0.0466, 0.0479
O, 12.0371, 7.6589, 26.0122, 0.0669, 0.0096, 0.0805
O, 12.9801, 13.7365, 17.1508, -0.0461, -0.0042, 0.0889
O, 5.4943, -0.0759, 9.0955, 0.1101, -0.0398, 0.0028
O, 9.6764, 14.6208, 23.8239, -0.0776, 0.0332, -0.1183
O, 16.1311, 1.8528, 25.4651, 0.0583, 0.0418, 0.018
O, 7.1617, 3.0978, 24.3423, -0.0301, 0.0013, -0.037
O, 11.9075, -4.1267, 11.6364, 0.0293, -0.0461, -0.0328
O, 9.9748, 13.1272, 18.0065, 0.017, -0.0049, -0.0043
O, 4.9609, 7.5441, 17.4578, 0.0074, 0.0026, 0.067
O, 13.522, 12.7578, 25.677, 0.0606, 0.0216, 0.0276
O, 5.8083, 9.0692, 21.7298, -0.0558, 0.0889, -0.2591
O, 11.6096, 19.1575, 21.6585, -0.0383, 0.0134, -0.1197
O, 7.2676, 0.0329, 20.689, -0.0034, -0.0136, -0.1162
O, 6.1579, 4.6513, 18.581, 0.0074, -0.0149, -0.0342
O, 11.1655, 12.449, 23.6907, 0.0114, 0.0666, -0.1354
N, -1.8011, -0.3634, 11.7929, 0.0192, -0.1903, 0.0839
O, 1.253, -6.675, 11.1668, -0.1197, -0.0184, -0.1931
O, -0.497, 19.4339, 24.0765, 0.0031, -0.0345, 0.0318
O, 6.7857, 17.7854, 22.7865, 0.0105, -0.0967, -0.0772
O, 14.6163, 8.2001, 26.3545, 0.0152, 0.045, 0.0603
O, 10.7748, 4.8374, 28.7715, -0.0317, 0.1528, 0.4267
O, 11.9728, 14.6575, 25.0128, -0.0202, -0.0206, -0.0348
O, 2.8114, -3.8444, 8.7451, 0.0745, 0.0097, 0.0111
O, 15.4891, 15.3278, 20.8052, -0.0292, 0.0654, -0.1815
O, 4.4676, 9.5121, 15.3604, -0.0939, 0.0036, 0.0933
O, -2.1209, 10.156, 14.4513, -0.027, 0.0497, 0.087
O, 5.7872, -0.9789, 11.5334, 0.0752, -0.0365, 0.0279
O, 7.7676, 9.1624, 23.5666, -0.0521, -0.0465, -0.1018
O, 0.4058, 16.7717, 20.5488, 0.0036, 0.0233, -0.1234
O, 10.9467, 12.5346, 26.2812, -0.0105, -0.0027, 0.0645
O, 0.5538, 2.4972, 9.3092, 0.0735, 0.0782, -0.0583
O, 9.3288, 17.7079, 21.9733, 0.1177, 0.0131, -0.118
O, 12.6673, 9.2164, 27.9607, -0.0344, -0.0215, 0.0414
O, 13.4158, 8.612, 24.0183, -0.0586, 0.0333, 0.0458
O, 6.4182, 11.1735, 14.812, 0.0331, -0.0206, 0.1054
O, 13.1749, 8.5529, 19.6041, 0.0553, -0.0372, -0.1369
O, -1.649, 10.4804, 18.1488, 0.0047, -0.0113, -0.0089
O, 11.1349, 10.2463, 20.0318, -0.031, -0.04, -0.1043
O, 9.2589, -4.6912, 11.3193, -0.0141, -0.0137, -0.0879
O, 18.3708, 17.1209, 20.2676, -0.0538, -0.0109, -0.2345

Results
free energy: -153370.404 eV
free energy less fixed offsets of N -385.13, O -568.88, Si -635.61 eV per atom: -0.764 eV

The program warned: the cutoff lies below the one the program advises for these potential files; the forces do not sum to zero within the program's tolerance; the exchange-correlation potential is rough where the density is thin.
